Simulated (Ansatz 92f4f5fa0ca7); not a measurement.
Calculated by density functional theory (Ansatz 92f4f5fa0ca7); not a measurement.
Periodic cell of 192 atoms, Si128O64, from a study of silicon, its oxide and their interface. The atomic structure is a simulated model.
This geometry differs little from another in the collection (a relaxation step or a small displacement).

Settings: functional r2SCAN; potential files Ansatz PAW; basis plane waves; wave-function cutoff 800 eV; density cutoff ratio 5; exchange-correlation grid ratio 1; k mesh 1 x 1 x 1, shifted by 0.5 0.5 0 of a step; self-consistency stop 1e-10 eV per atom in the density residual; occupations fixed; spin none; net charge 0.

Cell vectors (angstrom)
a 10.88 0 0
b 0 10.88 0
c 3.5965 -1.8859 28.9362

Atoms: element, x, y, z (angstrom)
Si 1.7251 -1.6533 -0.0617
Si 4.4608 1.1955 0.1135
Si 1.1009 4.2701 0.0722
Si 3.8811 -3.9176 0.2061
Si -4.3527 -1.1182 0.153
Si -1.7077 1.5816 0.1511
Si 7.0165 3.8385 0.0055
Si -1.0689 -4.3685 0.0431
Si 2.7596 0.0143 1.2682
Si 5.5386 2.7269 1.469
Si 2.6698 -5.4776 1.4246
Si 5.4094 -2.6961 1.4685
Si -2.7929 0.0175 1.4798
Si -0.0694 2.7261 1.3855
Si 8.1853 5.4105 1.3364
Si 0.0622 -2.717 1.2734
Si 1.3605 1.3422 2.6474
Si 4.0835 4.0639 2.7278
Si 1.3457 -4.0603 2.7584
Si 4.0446 -1.3155 2.7801
Si 6.8143 1.3793 2.8877
Si 9.4916 4.0783 2.789
Si 6.8275 6.7872 2.7023
Si -1.331 -1.3834 2.6617
Si 0.0116 -0.0148 4.0366
Si 2.7127 2.6942 4.0482
Si -0.0137 5.4572 4.1053
Si 2.7054 -2.7085 4.1149
Si 5.4136 0.0097 4.1536
Si 8.18 2.7332 4.1895
Si 5.4481 5.438 4.0696
Si 8.1896 -2.7294 4.0494
Si 1.3884 -1.3648 10.8409
Si 4.0847 1.3404 10.872
Si 1.3287 4.0659 10.8833
Si 4.0843 -4.0484 10.8236
Si 6.7668 -1.3575 10.8957
Si -1.373 1.3743 10.8451
Si 6.8406 4.08 10.8474
Si -1.3712 6.7753 10.88
Si 2.7308 -0.0247 12.2433
Si 5.4944 2.7008 12.1691
Si 2.7337 5.4661 12.1405
Si 5.4141 -2.7397 12.2583
Si -2.7481 0.048 12.1987
Si -0.0602 2.717 12.2556
Si 8.1623 5.4187 12.2783
Si 0.0162 -2.7225 12.1695
Si 1.3346 1.3481 13.5502
Si 4.1654 4.1349 13.4183
Si 1.3629 -4.1043 13.5087
Si 4.0806 -1.3796 13.642
Si -4.0659 1.3993 13.6239
Si -1.4099 4.0435 13.6953
Si 6.7782 -4.102 13.6245
Si -1.3651 -1.3343 13.4619
Si -0.0754 0.0127 14.8917
Si 2.7773 2.7988 14.6775
Si 0.0367 -5.4586 14.92
Si 2.676 -2.7726 14.9338
Si 5.4936 -0.0222 14.9689
Si -2.8087 2.7607 15.1576
Si 5.4447 5.3739 14.9849
Si -2.694 -2.6853 14.8435
Si 0.9748 -1.6701 16.1108
Si 4.2306 1.6267 16.025
Si 1.6961 4.2645 16.1246
Si 3.8319 -4.3818 16.21
Si 7.1399 -1.1489 16.2672
Si -1.599 1.1319 16.3279
Si -4.4909 3.8277 16.5776
Si -1.1874 -3.8896 16.1427
Si 2.919 -0.3114 17.9293
Si 5.9314 -0.161 -5.9687
Si 7.8779 -3.0157 -2.0269
Si -0.006 2.9453 18.3611
Si 1.4942 -0.2525 -2.8687
Si 6.7137 4.6972 19.7337
Si 0.9021 2.0141 21.2497
Si 2.7694 2.561 -2.043
Si 5.6368 -5.2027 -2.1104
Si 2.7842 -0.4212 -5.5486
Si 2.1934 -0.7112 20.7746
Si -1.2387 -2.3708 -6.5528
Si 5.1123 -3.761 20.9227
Si 4.1706 4.1514 -4.3457
Si -1.4771 -5.1326 18.8831
Si -1.1536 0.9577 -2.7372
Si 2.2565 4.6256 -6.8796
Si 0.2043 -3.2585 20.7024
Si 0.8965 1.9049 -6.4367
Si 6.7107 2.8623 -5.5826
Si -2.6354 -1.0372 -4.2882
Si -1.2235 3.257 -4.4267
Si -0.5977 -5.3064 -5.9736
Si 5.1742 -2.4572 18.1734
Si 1.3378 -1.3552 5.4514
Si 4.0489 1.3746 5.4679
Si 1.3696 4.071 5.4159
Si 4.09 6.798 5.4352
Si 6.8199 -1.3762 5.4287
Si -1.3228 1.334 5.4564
Si 6.7809 4.0965 5.4814
Si -1.3696 -4.0707 5.4556
Si 2.6987 0.006 6.8019
Si 5.4162 2.7258 6.8234
Si 2.7257 5.4276 6.789
Si 5.4569 -2.7292 6.7865
Si -2.71 -0.0171 6.8034
Si 0.0279 2.713 6.7919
Si -2.7274 -5.4207 6.8132
Si -0.0161 -2.715 6.8149
Si 1.361 1.3595 8.1698
Si 4.0657 4.0811 8.1849
Si 1.3566 6.7901 8.142
Si 4.0853 -1.3561 8.114
Si 6.7952 1.3508 8.1479
Si -1.3476 4.0795 8.123
Si 6.7991 -4.0707 8.1714
Si -1.3688 -1.3685 8.1878
Si 0.0019 0.0044 9.52
Si 2.7061 2.7082 9.539
Si -0.0072 5.4298 9.5049
Si 2.7314 -2.7103 9.4607
Si 5.4273 -0.017 9.4996
Si 8.1743 2.7271 9.4696
Si 5.4506 5.4415 9.5161
Si 8.1431 -2.7213 9.549
O 3.2264 1.0538 17.167
O 5.5781 -5.148 20.2387
O -2.6611 -0.0331 16.8209
O 5.4773 0.0135 -0.4279
O -1.7699 -3.7378 -1.2833
O 6.6018 -1.9921 17.5709
O 5.3983 3.1936 -4.7318
O 1.7749 3.522 -1.2097
O 4.8462 5.3474 -3.4825
O -0.8235 4.2879 18.6887
O 1.19 3.3501 17.3667
O -1.9439 -4.573 17.4285
O 1.701 3.115 -7.1918
O 0.0357 5.4018 -0.4709
O 6.8095 3.9279 -6.8185
O 6.3552 4.4028 -1.3903
O 2.396 -1.4779 -6.7129
O 0.0206 0.0838 -3.4192
O 1.2762 -2.024 20.4676
O 6.7372 -1.025 -4.8651
O -0.8822 4.8376 -4.5444
O 6.5438 3.3999 20.7243
O 8.1355 -5.3865 19.8673
O 4.5455 -4.6259 -1.0862
O 8.1041 2.688 -0.4349
O -0.4222 -4.0229 19.4225
O 1.327 -1.1938 -1.5731
O 5.2688 2.6515 16.7583
O 2.7508 0.0183 19.4642
O 8.0944 3.0272 -4.7617
O 3.1614 3.3293 -3.3949
O 3.3521 4.6274 -5.6658
O 4.6303 -3.8399 17.536
O 2.8266 -2.8164 -0.3622
O -2.47 0.3477 -3.4558
O 4.0572 2.1596 -1.1507
O -0.015 -2.0198 -7.5354
O -2.2419 2.3566 -7.4698
O 4.1425 -1.3202 17.6981
O 0.6179 2.3502 19.7142
O -0.1335 2.5499 -5.3854
O -2.5792 -2.5274 -7.4448
O -1.1265 0.754 -1.1382
O 7.2373 -1.8488 -1.1127
O 6.6217 4.3002 18.1442
O -0.1084 -2.766 16.6587
O 6.2097 -0.82 -7.4184
O 2.0354 0.9935 -5.7617
O 0.9582 -5.3935 -6.4172
O 2.3596 -0.9367 -4.0595
O 5.2553 -2.6143 19.7755
O 2.7352 5.3882 16.7305
O 4.372 -0.1869 -5.6048
O 6.7575 -4.0957 -2.4314
O -0.9635 -3.7546 -5.7853
O -1.5506 4.8905 -7.1064
O -0.9324 1.8077 17.6674
O 6.5143 1.3324 -6.0355
O -2.4287 -2.3274 -3.3551
O -0.0389 0.9076 -7.3205
O -1.5454 -1.1771 -5.4915
O -1.005 2.5568 -2.9852
O 2.0917 1.1622 -2.409
O 1.5381 -0.9777 17.4665

Results
free energy: -118377.551 eV
free energy less fixed offsets of O -570.45, Si -639.56 eV per atom: -5.071 eV

Forces (eV/angstrom), in the order of the atoms: element, x, y, z
Si -0.0003 -0.0004 -0.0013
Si 0.0001 -0.0001 -0.0003
Si -0.0001 -0.0001 -0.0009
Si -0.0002 -0.0002 -0.0007
Si 0.0003 0.0004 -0.0024
Si -0.0002 -0.001 -0.0016
Si -0.0003 -0.0005 -0.0014
Si -0.0004 0 -0.0013
Si -0.0002 0 0.0009
Si 0.0003 0.0001 0.0005
Si -0.0007 -0.0007 -0.0004
Si -0.0001 -0.0003 0.0005
Si -0.0003 -0.0005 -0.0001
Si 0.0001 0.0002 0
Si -0.0006 -0.0009 -0.0008
Si -0.0001 0.0006 0.0007
Si 0.0002 -0.0006 0.0002
Si 0 -0.0003 0.0007
Si 0 -0.0001 -0.0008
Si -0.0003 0 -0.0006
Si -0.0001 0 -0.0002
Si -0.0005 -0.0003 -0.0008
Si -0.0001 -0.0003 -0.0001
Si 0.0003 -0.0004 -0.0003
Si -0.0001 -0.0003 0
Si 0.0001 -0.0008 0.0003
Si -0.0002 0 0.0003
Si -0.0002 0 0.0001
Si -0.0002 -0.0001 0.001
Si -0.0003 0.0001 0.0005
Si -0.0003 0.0001 0.001
Si 0.0002 -0.0003 0
Si -0.0002 -0.0005 -0.0001
Si 0.0002 -0.0005 0.0007
Si -0.0002 -0.0005 0.0005
Si -0.0002 -0.0002 0.0002
Si 0.0002 -0.0002 0.0009
Si -0.0003 -0.0004 -0.0002
Si 0.0001 -0.0004 0.0003
Si -0.0002 -0.0002 0.0004
Si -0.0005 -0.0002 0.0005
Si 0.0006 -0.0005 0.0003
Si -0.0011 -0.0003 0.0001
Si 0 -0.0004 0.0001
Si 0.0001 0.0001 -0.0009
Si 0 -0.0005 0.0002
Si 0.0001 -0.0003 -0.0002
Si -0.0003 -0.0008 0.0002
Si -0.0005 -0.0003 -0.0003
Si 0.0004 -0.0003 0.0009
Si 0.0004 0.0004 0.0008
Si -0.0002 -0.0003 0.0002
Si -0.001 -0.0009 0.0005
Si -0.0008 -0.0002 0.0009
Si 0.0002 -0.0009 0.0003
Si -0.0003 -0.0003 -0.0002
Si -0.0001 -0.0001 -0.0003
Si -0.0001 -0.0005 0.0006
Si 0 -0.0009 0.0001
Si -0.001 -0.0018 0.0002
Si 0.0008 0.0003 0.0002
Si -0.0002 0.0001 -0.0002
Si 0 -0.0004 0.0003
Si -0.0004 -0.0003 -0.0001
Si 0.0001 -0.0011 0.0025
Si -0.0006 0.0007 0.0007
Si 0.0001 -0.0008 0.0028
Si 0.0001 -0.0006 0.0028
Si 0.0007 -0.0009 0.0012
Si 0.0004 -0.0009 0.003
Si -0.001 -0.0008 0.0032
Si -0.0003 -0.0002 0.0022
Si 0.0033 -0.0034 0.0078
Si 0.0006 -0.0001 -0.0007
Si 0.0002 0.0002 -0.0015
Si 0.0007 -0.0003 0.0018
Si -0.0009 0.0008 0.0006
Si 0.0002 -0.0014 0.0008
Si -0.001 0.0001 0.0001
Si -0.0007 -0.0007 -0.0003
Si -0.0006 -0.0005 -0.0012
Si -0.0007 -0.0003 -0.0002
Si 0.0022 0.0036 -0.003
Si -0.0002 0 0.0007
Si -0.0007 0.0008 -0.0004
Si -0.0008 -0.0002 0.001
Si -0.0005 -0.0008 0.0003
Si -0.0001 -0.0003 -0.0002
Si 0 -0.0006 0.0004
Si -0.0001 0.0001 -0.0016
Si -0.0005 -0.0002 -0.0016
Si -0.0005 -0.0003 0.0006
Si 0.0002 -0.0009 0.0006
Si -0.0001 -0.0011 -0.0004
Si 0.0001 -0.0006 -0.0015
Si -0.0011 0.0022 0.0018
Si -0.0002 0.0001 0.0002
Si -0.0001 0 -0.0001
Si -0.0002 -0.0002 0.0002
Si -0.0002 -0.0006 0.0006
Si -0.0001 -0.0002 0.0005
Si -0.0002 -0.0005 0.0001
Si -0.0004 -0.0003 -0.0002
Si -0.0003 0 0
Si -0.0003 -0.0003 -0.0001
Si 0 -0.0002 -0.0003
Si 0.0001 -0.0002 0.0004
Si 0.0002 -0.0002 0.0006
Si -0.0001 -0.0003 0.0002
Si 0 -0.0004 0.0004
Si -0.0003 -0.0003 -0.0001
Si -0.0001 -0.0002 -0.0002
Si -0.0002 -0.0002 0.0001
Si -0.0003 -0.0003 0.0003
Si -0.0001 -0.0003 0.0004
Si 0.0001 -0.0003 0.0002
Si 0.0002 -0.0005 0.0005
Si 0.0001 -0.0002 0.0003
Si -0.0002 -0.0002 0
Si -0.0004 0 0
Si 0.0002 -0.0004 0.0004
Si -0.0002 -0.0004 0.0004
Si -0.0001 -0.0003 0.0003
Si -0.0001 -0.0003 0.0003
Si 0.0001 -0.0002 0.0002
Si -0.0001 -0.0005 0.0004
Si 0.0003 -0.0003 0.0005
Si -0.0002 -0.0006 0.0004
O -0.0005 -0.0019 0.0009
O -0.0001 -0.0003 0.0005
O 0.0003 0 -0.0002
O 0 -0.0004 0.0009
O 0 -0.0008 0.0016
O -0.0016 -0.0008 0.0005
O 0.0002 -0.0002 0.0011
O -0.0004 0.0003 0.0018
O -0.0001 -0.0002 0.0006
O 0.0004 -0.0013 -0.0003
O -0.0008 0.0002 0.0003
O -0.0005 0 -0.0008
O -0.0005 -0.0016 0.0013
O -0.0003 0 0.0007
O -0.0001 -0.0008 0.0008
O 0.0002 0 0.0015
O -0.0003 0.0004 0.0019
O 0 -0.0007 0.0016
O -0.0004 0.0006 -0.0017
O -0.0003 -0.0003 0.0007
O 0.0002 -0.0006 -0.0012
O 0.0001 -0.0001 -0.0002
O -0.0013 -0.0018 -0.0014
O -0.0006 -0.0001 0.0012
O -0.0005 0.0007 0.0013
O -0.0004 -0.0003 0.0011
O -0.0003 0 0.0015
O -0.0005 -0.0007 -0.0005
O -0.0033 -0.0077 -0.01
O 0.0002 0.0002 0.0005
O -0.0001 0.0003 0.0005
O -0.001 -0.0007 -0.0002
O 0.0001 0.0016 0.0013
O -0.0001 0.0002 -0.0002
O 0 -0.0007 0.0003
O -0.0002 -0.0006 -0.0001
O 0.0016 -0.0004 -0.0005
O -0.0009 -0.0021 -0.0001
O -0.0042 0.0033 0.0106
O -0.0021 0.0007 -0.0004
O 0.0001 -0.0022 -0.0016
O -0.0003 -0.0001 -0.0003
O -0.0003 0.0006 0.0003
O -0.0009 0.0007 0.0017
O -0.0001 -0.0019 -0.0011
O 0 -0.0009 -0.0004
O -0.0004 -0.0001 0.0003
O -0.0007 -0.0028 -0.0004
O 0.0007 -0.001 -0.0004
O 0.0004 -0.0004 -0.0019
O 0 -0.0024 -0.0024
O 0 -0.0002 -0.0002
O -0.0005 -0.0014 0.0007
O 0.0006 0.0002 -0.0003
O -0.0005 -0.0003 -0.0001
O -0.0015 -0.0013 -0.0009
O 0.0003 -0.0004 -0.0015
O 0.0001 -0.0008 0.0009
O -0.0003 0 0.0002
O 0.0001 0.004 0.0012
O -0.0011 -0.0007 0.0006
O -0.0001 -0.0008 -0.0003
O -0.0012 -0.0006 -0.0003
O 0.0026 -0.0002 0.002

The program warned: the cutoff lies below the one the program advises for these potential files; the forces do not sum to zero within the program's tolerance; empty levels may hold ghost states of the PAW files; the exchange-correlation potential is rough where the density is thin.
